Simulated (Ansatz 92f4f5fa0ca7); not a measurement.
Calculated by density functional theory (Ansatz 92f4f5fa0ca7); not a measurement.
Periodic cell of 256 atoms, Si144O112, from a study of silicon, its oxide and their interface. The atomic structure is a simulated model.
This geometry differs little from another in the collection (a relaxation step or a small displacement).

Settings
functional: r2SCAN
potential files: Ansatz PAW
basis: plane waves
wave-function cutoff: 800 eV
density cutoff ratio: 5
exchange-correlation grid ratio: 1
k mesh: 1 x 1 x 1, shifted by 0.5 0.5 0 of a step
self-consistency stop: 1e-10 eV per atom in the density residual
occupations: fixed
spin: none
net charge: 0

Cell vectors (angstrom)
a, 10.88, 0, 0
b, 0, 10.88, 0
c, 5.3059, 4.7917, 37.9157

Atoms and the computed forces on them: element, x, y, z (angstrom), force x, y, z (eV/angstrom)
Si, 1.6477, -1.596, 0.1685, -0.0018, -0.0026, 0.0224
Si, 4.3435, 1.0835, 0.1309, 0.0006, -0.0032, 0.0267
Si, 1.1398, 4.3564, 0.0452, -0.0028, 0.0015, 0.0275
Si, 3.8113, -3.813, 0.1257, -0.004, 0.0022, 0.0288
Si, -4.3561, -1.1279, 0.112, -0.0031, 0.0045, 0.0303
Si, -1.6344, 1.6521, 0.0759, -0.005, 0.0032, 0.0287
Si, 6.9981, 3.8213, 0.0205, 0.0033, -0.0025, 0.0312
Si, -1.1127, -4.3606, 0.0662, 0.0029, -0.0028, 0.0265
Si, 2.7801, -0.0368, 1.4732, -0.0008, 0.0014, -0.006
Si, 5.4739, 2.6881, 1.4005, -0.0022, 0.0003, -0.005
Si, 2.6775, -5.4015, 1.414, 0.0015, -0.0002, -0.0042
Si, 5.3957, -2.6868, 1.4413, 0.0016, -0.0009, -0.0015
Si, -2.752, 0.0377, 1.3746, 0.0016, -0.0011, -0.0043
Si, -0.0196, 2.7692, 1.363, 0.0005, -0.002, -0.0039
Si, 8.1644, 5.3926, 1.3551, -0.0025, 0.0021, -0.0023
Si, 0.0152, -2.7597, 1.3801, -0.0014, 0.0016, -0.0044
Si, 1.3524, 1.3711, 2.6935, -0.0013, 0.0011, -0.0002
Si, 4.0776, 4.0791, 2.6924, -0.001, -0.0002, 0.0006
Si, 1.3419, -4.0734, 2.8172, 0, -0.0002, -0.0002
Si, 4.0914, -1.365, 2.874, 0.0004, -0.0006, 0.0007
Si, 6.8065, 1.3605, 2.8111, -0.0006, -0.0006, -0.0003
Si, 9.5122, 4.0841, 2.7824, 0.0005, -0.0005, 0.0008
Si, 6.8051, 6.789, 2.6904, -0.0013, -0.0004, 0.0007
Si, -1.3635, -1.3569, 2.6797, -0.001, 0, 0.0025
Si, -0.001, 0, 4.0549, -0.0005, -0.0001, 0
Si, 2.7166, 2.7224, 4.0592, -0.0005, 0.0009, 0.0004
Si, -0.0198, 5.4425, 4.1383, 0.0014, 0.0003, -0.0009
Si, 2.7064, -2.7257, 4.1676, -0.0003, -0.0011, 0.001
Si, 5.4534, 0.0095, 4.1701, 0.0006, 0.0005, 0.0009
Si, 8.1697, 2.7228, 4.1384, 0, -0.0013, -0.0009
Si, 5.4415, 5.4352, 4.0597, -0.0001, -0.0008, 0.0007
Si, 8.1604, -2.7206, 4.0532, -0.0001, -0.0003, 0.0001
Si, 1.3452, -1.3954, 10.8211, -0.0019, 0, -0.0002
Si, 4.1158, 1.3512, 10.8419, -0.0001, 0.0003, -0.0001
Si, 1.3489, 4.0847, 10.87, 0.0005, -0.0011, 0.0004
Si, 4.0879, -4.0701, 10.878, -0.0004, -0.0014, 0.0009
Si, 6.8133, -1.3333, 10.9374, 0.0008, -0.0005, 0.0015
Si, -1.3885, 1.3334, 10.9019, 0.0004, -0.0003, 0.0014
Si, 6.8149, 4.0602, 10.8276, -0.0015, -0.0008, 0.0006
Si, -1.3608, 6.8296, 10.8495, 0.0003, 0.0004, -0.0002
Si, 2.7423, -0.0572, 12.1114, 0.0005, 0.0012, -0.0018
Si, 5.5076, 2.6825, 12.2014, 0.0002, -0.0004, -0.0006
Si, 2.7128, 5.454, 12.2101, -0.0004, -0.0006, -0.0015
Si, 5.4418, -2.7119, 12.2609, 0.0002, -0.0008, 0.0005
Si, -2.7128, 0.0049, 12.3586, -0.0007, -0.0009, 0.0008
Si, -0.0185, 2.7067, 12.2064, 0.0012, -0.0004, -0.0002
Si, 8.1313, 5.4722, 12.1518, 0.0009, 0.001, 0.0003
Si, -0.0199, -2.6959, 12.2306, 0.0007, -0.0023, 0.0009
Si, 1.3907, 1.2944, 13.4389, 0.0003, 0.0003, -0.0055
Si, 4.1322, 4.0929, 13.4713, 0.0014, -0.0023, -0.0034
Si, 1.3517, -4.0695, 13.5637, -0.0017, -0.0001, -0.0031
Si, 4.037, -1.3796, 13.5766, -0.0009, -0.0008, -0.0013
Si, -4.0871, 1.3539, 13.7332, -0.0013, -0.0006, -0.0008
Si, -1.4038, 4.1045, 13.4871, 0.0011, 0.0023, -0.0034
Si, 6.8062, -4.0683, 13.6014, 0.0019, -0.001, -0.0008
Si, -1.3363, -1.3624, 13.7208, 0.0008, -0.0024, -0.0004
Si, 0.3582, -0.2047, 14.9068, -0.0021, 0.0041, 0.0238
Si, 2.9887, 2.4591, 14.6391, -0.0011, 0.0036, 0.0261
Si, -0.2428, -5.2443, 14.795, 0.0023, -0.0045, 0.0178
Si, 2.4763, -2.5179, 14.9209, 0.0037, -0.0023, 0.0187
Si, 5.0964, 0.1895, 14.9423, 0.0022, -0.0065, 0.0205
Si, -2.9914, 3.1158, 14.8802, 0.0069, -0.0027, 0.0221
Si, 5.598, 5.2657, 14.883, -0.0035, 0.0007, 0.0189
Si, -2.4653, -3.0349, 14.9797, -0.0034, 0.0033, 0.0237
Si, 2.7671, -1.1699, -6.1893, -0.003, -0.0051, -0.0039
Si, -2.4912, 4.7464, -10.4123, -0.0049, -0.0037, -0.0265
Si, 6.1325, -1.4807, -9.1322, -0.0199, -0.0081, -0.0175
Si, 4.7144, -1.8383, 22.2135, -0.0049, 0.0025, -0.0203
Si, 5.8738, -0.4981, -6.115, -0.0014, 0.0066, -0.0006
Si, -1.1216, -2.2883, 24.2727, -0.0072, -0.0003, -0.0257
Si, 1.6334, 0.5226, -8.5937, -0.0047, 0.0047, -0.0116
Si, 1.142, -4.6533, 20.7213, -0.0016, 0.0002, -0.0103
Si, -2.6003, 4.0691, 19.9569, 0.0071, -0.0074, -0.0032
Si, -2.1745, 2.754, 22.6549, 0, 0.0018, -0.0225
Si, 3.7192, -4.4247, 17.1136, 0.0015, -0.0002, 0.0251
Si, 3.943, -0.1286, 19.9381, -0.0002, -0.0017, -0.0019
Si, -1.9902, -3.9536, 20.342, 0.0021, -0.0008, -0.0058
Si, 1.1143, 0.7926, 20.1956, 0.0021, -0.0009, -0.0046
Si, -0.5645, 0.2892, 17.7436, 0.0064, 0.0016, 0.024
Si, -2.1264, -3.1666, -9.5891, 0.0022, 0.0006, -0.0198
Si, 6.0432, -0.0247, 17.78, -0.0012, 0.0015, 0.0185
Si, 3.6106, -2.6841, 24.9783, -0.0001, 0.0012, -0.0292
Si, 0.9292, -4.157, 24.8437, 0.0045, 0.002, -0.0207
Si, 2.562, 2.5146, -2.0815, 0.0034, -0.0023, 0.0401
Si, 7.8747, -4.3388, -7.0122, -0.0016, 0.002, -0.0111
Si, 3.5395, 2.6803, -8.6666, 0.0033, 0.0052, -0.0218
Si, 5.0295, -0.2261, -11.696, -0.0009, 0.003, -0.0307
Si, 8.0952, 2.2515, 17.6981, -0.0076, -0.0015, 0.0145
Si, 3.4867, -3.0252, 19.7463, 0.0036, 0.0015, -0.0013
Si, 2.5284, 4.9317, 23.1992, -0.0056, 0.0051, -0.0252
Si, 7.8269, -3.0493, -2.0634, -0.0017, -0.0035, 0.0442
Si, -2.5951, -2.0848, -4.9377, -0.003, -0.007, 0.0121
Si, 0.8434, -2.1444, -10.016, -0.0022, 0.0015, -0.0223
Si, -2.6302, -2.0387, 17.883, -0.0022, -0.0011, 0.0208
Si, 5.6658, 2.4435, -6.5279, 0.0047, -0.0084, 0.0039
Si, 5.3248, 4.3974, -10.6423, 0.0097, -0.0049, -0.0283
Si, 1.5652, 4.1979, 16.8551, 0.0023, -0.0065, 0.0239
Si, 2.2819, -3.8346, -7.6945, 0.0008, 0.0035, -0.0079
Si, -0.1144, 2.1251, -6.6218, 0.0016, -0.0053, -0.0082
Si, 5.3386, -5.1486, 24.1125, 0.0015, 0.003, -0.0223
Si, 0.3281, 0.3329, -1.9973, 0.0023, -0.0118, 0.0373
Si, -2.5718, 3.7153, -7.5085, 0.0003, 0.003, -0.0099
Si, -0.4385, 0.3714, 22.7059, 0.0056, -0.0016, -0.0227
Si, 7.3977, 3.6807, 25.3547, 0.0004, 0.0021, -0.0323
Si, 0.4825, 2.9546, 23.7737, 0.0006, -0.0033, -0.0218
Si, 5.1, -4.2034, -8.6653, -0.0013, 0.0273, -0.0232
Si, 4.0626, 4.0617, -4.3902, -0.0019, 0.0019, 0.021
Si, 0.0136, -0.4645, -4.8718, -0.0004, 0.0147, -0.0043
Si, 0.464, 3.5921, 19.5054, 0.0007, -0.0053, -0.0048
Si, 1.9208, 4.4172, -6.6348, -0.0024, -0.0025, 0
Si, 5.5658, -5.2243, -2.1194, 0.0012, 0.0005, 0.0356
Si, 7.298, -3.1383, 22.8856, 0.004, 0.006, -0.0198
Si, 1.3408, -1.3405, 5.4682, -0.0003, 0.001, 0
Si, 4.061, 1.3787, 5.4643, -0.0006, 0.0008, -0.0002
Si, 1.3648, 4.0668, 5.4402, 0.0006, -0.0015, 0.0002
Si, 4.0931, 6.7785, 5.4566, 0.0005, -0.0011, -0.0002
Si, 6.8204, -1.3792, 5.4592, 0, -0.0009, 0
Si, -1.3408, 1.3484, 5.4492, 0.0006, -0.0004, -0.0001
Si, 6.7899, 4.093, 5.457, 0, 0.0016, -0.0006
Si, 9.4998, 6.8158, 5.4598, -0.0006, 0.0005, -0.0003
Si, 2.7118, 0.0111, 6.8245, 0.0003, -0.0001, 0.0019
Si, 5.4316, 2.7299, 6.8126, 0.0003, -0.0004, 0.0012
Si, 2.7238, 5.4193, 6.7938, -0.0005, 0, -0.0003
Si, 5.4493, -2.7348, 6.8083, 0.0003, -0.0003, 0.0012
Si, -2.7029, -0.0093, 6.7961, -0.0001, 0.0002, 0.0004
Si, 0.0175, 2.7103, 6.8036, 0.0002, 0.0002, 0.0003
Si, 8.1472, 5.4518, 6.8206, 0.0006, -0.0005, 0.0019
Si, -0.0152, -2.7105, 6.8153, 0.0001, -0.0003, 0.0017
Si, 1.3551, 1.3634, 8.1858, 0.0001, -0.0002, 0.0004
Si, 4.0706, 4.081, 8.1676, 0.0005, -0.0002, 0.0007
Si, 1.3642, 6.786, 8.1339, 0.0001, 0.0007, 0.0009
Si, 4.091, -1.3644, 8.1547, -0.0006, 0.0003, 0.0019
Si, 6.8102, 1.3519, 8.1371, 0.0005, 0.0008, 0.0014
Si, -1.3504, 4.0744, 8.146, -0.0003, -0.0001, 0.0014
Si, 6.7953, -4.0736, 8.1889, 0.0001, -0.0001, 0.0007
Si, -1.3697, -1.3532, 8.1712, 0.0006, -0.0004, 0.0014
Si, -0.0171, -0.0011, 9.5253, 0.0006, -0.0003, -0.0002
Si, 2.7247, 2.7218, 9.5297, -0.0001, -0.0009, 0
Si, -0.002, 5.4467, 9.5045, -0.0004, -0.0009, 0.001
Si, 2.7253, -2.7423, 9.4882, -0.0001, 0.0006, 0.0004
Si, 5.4715, -0.01, 9.5082, -0.0013, -0.0003, 0.0007
Si, 8.177, 2.7001, 9.4953, 0.0001, 0.0011, 0
Si, 5.4288, 5.4327, 9.5215, 0.0006, -0.0009, 0.0002
Si, 8.146, -2.6891, 9.5359, 0.0001, -0.0016, -0.0002
O, 7.8063, -2.6612, 16.4543, 0.0047, -0.0057, -0.0275
O, 3.4206, -1.4938, 19.2497, -0.0021, -0.0031, -0.0035
O, 4.322, -0.9049, -5.7432, 0.0006, -0.0008, 0.0001
O, -1.6262, 2.5818, -6.898, 0.0007, -0.001, 0.0022
O, 1.3961, 1.4607, -2.4376, 0, -0.0048, -0.0124
O, -1.3252, -4.1492, 15.3304, 0.0011, -0.0006, -0.0077
O, 8.13, 2.7324, -0.4741, -0.0006, -0.0009, -0.016
O, 6.7093, 4.1593, 15.3333, -0.0041, 0.0007, -0.0093
O, 3.0689, -3.1945, 16.2841, -0.007, 0.0112, -0.0228
O, 5.1485, -4.9927, -10.064, -0.0016, 0.0128, 0.0189
O, -0.2405, -0.4055, -3.2931, -0.0019, 0.0009, -0.0156
O, 4.5379, -0.4487, 21.4108, 0.0018, -0.0035, 0.0071
O, 7.5569, -2.0621, -9.6743, -0.0035, 0.0029, 0.0082
O, 2.2758, 3.1661, 15.8885, 0.0032, -0.0088, -0.0305
O, 7.1504, -1.8729, -1.1885, 0.01, -0.0149, -0.0284
O, -1.5512, 1.4278, 18.3476, -0.001, 0.0048, -0.0094
O, 4.4568, -4.5132, -1.1889, 0.0135, -0.0095, -0.0304
O, 3.4278, -0.3867, -11.961, 0.0032, 0.0041, 0.0103
O, 0.0128, 5.4414, -0.4684, 0.0018, -0.0013, -0.0161
O, 4.9659, -5.0084, 16.266, 0.0105, -0.0058, -0.0239
O, -0.9234, 0.998, -1.2307, 0.0145, -0.0097, -0.0314
O, 1.8914, 3.438, 23.1013, -0.0023, 0.0056, 0.0098
O, 3.6721, 1.7858, -1.1691, -0.0162, 0.0133, -0.0327
O, 2.9582, 4.6685, -5.4102, -0.0026, -0.0024, -0.0006
O, 1.4112, -1.3662, 15.4054, 0.0007, -0.0023, -0.0103
O, 7.5045, 3.3364, 18.7435, 0.0122, -0.0021, -0.0019
O, -0.0588, 0.6392, 16.2485, 0.0054, -0.0084, -0.0251
O, 6.2706, -0.8436, -7.6559, -0.0019, -0.0093, 0.0024
O, 6.3895, -4.4637, -7.7026, 0.0004, 0.0061, -0.0029
O, 7.9555, 3.3394, 21.3587, 0.0053, 0.0015, 0.0065
O, 4.4987, 3.3592, -9.7457, -0.0098, -0.0114, 0.017
O, 1.5332, -2.1951, -11.4854, -0.002, -0.003, 0.0146
O, 1.9007, 3.7596, -1.2762, 0.0114, -0.0117, -0.0281
O, 0.3432, 4.9632, 16.151, -0.0112, 0.0086, -0.0217
O, 6.9515, -1.1955, -5.1413, -0.0038, 0.0013, 0.0011
O, -2.5075, -4.5072, -10.4266, 0.0014, 0.007, 0.008
O, 0.4741, -0.0368, 21.4256, -0.0028, 0.002, 0.0086
O, -0.9022, -1.0066, 23.3457, 0.0022, -0.0015, 0.0067
O, -2.235, 2.8392, 16.3027, -0.0043, 0.0043, -0.0253
O, -1.3615, -1.0949, 17.6042, 0.0012, 0.0026, -0.0019
O, 4.192, -3.9076, 18.582, -0.0011, -0.0015, -0.0094
O, 4.0328, 1.3829, 15.2887, -0.0047, 0.0027, -0.0061
O, 6.7938, 3.1445, -7.4549, -0.0059, -0.0044, 0.0035
O, 6.908, 4.134, -10.6064, 0.0011, 0.0068, 0.0125
O, -0.7665, 3.5518, 22.8959, 0.0041, 0.0008, 0.0087
O, 6.2574, -1.9361, 22.6491, 0.0017, -0.0057, 0.0168
O, -1.8377, -3.7232, -1.2412, -0.0149, 0.0074, -0.0321
O, 2.6614, 1.5098, -9.3701, -0.0052, -0.0024, 0.0114
O, 7.936, -3.4715, -5.6785, 0.0014, 0.0117, 0.0123
O, 2.6293, 5.2939, 17.3632, 0.0011, -0.0014, -0.0035
O, 4.6061, -3.9747, 24.9775, 0.0004, 0.001, 0.0087
O, 2.0364, -3.0179, 25.0751, 0.0041, 0.0033, -0.0028
O, -1.7897, 1.2067, 22.349, -0.0011, 0.0009, 0.0066
O, 2.7226, -2.7005, -0.404, -0.0001, -0.0008, -0.0146
O, 6.9751, -1.1877, 18.4226, 0.001, -0.0056, -0.0052
O, 1.9043, -4.894, 22.1328, 0.0073, -0.0049, 0.0127
O, -2.1459, -3.0911, 18.9927, -0.0024, 0.0038, -0.0086
O, 1.3666, 4.8123, 19.9987, 0.0048, 0.0044, 0.0192
O, 4.1509, 4.9586, 23.2802, 0.0053, -0.0003, 0.0079
O, 2.4858, -0.209, -7.4444, 0.004, -0.0015, 0.0085
O, -1.1881, -1.4174, -5.458, -0.0019, -0.0017, -0.0018
O, 6.9095, 1.2449, 17.3168, 0.0014, 0.004, -0.0016
O, 3.7028, -4.571, -7.9682, -0.0006, 0.0011, 0.0057
O, 7.7791, 2.9139, 23.9722, -0.0032, 0.0037, 0.0154
O, -0.1087, -3.4735, 23.7921, 0.0033, -0.0005, 0.0102
O, 4.4356, 2.043, -7.4882, 0.002, -0.0016, 0.0079
O, 0.6437, 0.1513, 18.7925, -0.0016, -0.0028, -0.0058
O, 1.9581, -3.5005, 19.9549, -0.0047, -0.0063, -0.0004
O, -2.6095, -3.1895, 21.6079, -0.0039, -0.0015, 0.0135
O, 3.8362, -1.8871, 23.5772, -0.0073, -0.0027, 0.0176
O, -1.0582, 4.0409, 19.5293, -0.0086, -0.0002, 0.0064
O, 1.0247, -0.7987, -1.0947, -0.0151, 0.0255, -0.038
O, 1.5637, -0.9238, -5.1156, 0.0036, 0.0025, -0.0048
O, 5.4934, 1.314, -11.9599, -0.0036, -0.0077, 0.0122
O, 5.3834, -0.5415, 16.3906, -0.0055, 0.0038, -0.0249
O, -2.5232, 5.0594, -6.6139, -0.0001, -0.0037, 0.0037
O, 6.7206, -4.1548, -2.4762, 0.0008, -0.0005, -0.009
O, -2.4188, -2.3964, -3.3759, 0.0041, 0.005, -0.0234
O, 7.9487, -5.2521, 20.1153, -0.0066, 0.0004, -0.0035
O, 0.4681, 1.4426, -7.9647, 0.0026, -0.007, 0.0095
O, 1.8904, -5.4167, 24.5687, -0.0033, 0.0007, 0.009
O, 5.2101, 3.3968, -5.3105, 0.0054, -0.005, -0.0057
O, 0.4241, 1.3317, 23.7078, 0.0026, 0.0019, 0.0092
O, 4.7716, 4.2675, -12.1396, 0.0029, 0, 0.0215
O, 1.3429, -5.0096, -7.0847, -0.0023, 0.0003, 0.0014
O, 6.432, -4.4947, 23.1021, -0.0075, -0.0029, 0.0101
O, 0.9692, -0.6011, -9.5317, 0.0004, 0.0046, 0.0102
O, 0.9707, 3.2627, 18.0225, 0.0009, 0.0094, -0.009
O, -0.4314, -4.2653, 20.7016, -0.0029, 0.0038, -0.003
O, 0.747, 3.4147, -6.1537, -0.0006, -0.0001, 0.0026
O, -1.468, 4.2826, -11.5915, -0.0018, 0.0036, 0.0131
O, 3.29, 3.0088, -3.4301, 0.0046, 0.0061, -0.0137
O, 5.4315, -0.0196, -0.42, 0.0004, 0.0006, -0.0119
O, 2.5705, 3.7533, -7.9596, 0.0031, -0.0006, 0.002
O, 4.2969, -3.0372, 21.1673, 0.0013, 0.0007, 0.0044
O, 6.1525, 1.0675, -5.8667, -0.0045, -0.0017, -0.0035
O, -1.9822, -3.6296, -8.048, 0.004, -0.0019, 0.0097
O, 0.231, 3.4623, 25.2949, 0.0003, 0.0031, 0.0183
O, 5.0238, 0.4928, 18.9198, 0.002, -0.0028, -0.0076
O, 5.0272, -2.646, -9.0308, 0.0244, 0.0048, 0.0169
O, -2.035, 4.1267, -8.9856, 0.001, -0.0028, 0.014
O, -0.1398, 1.0262, -5.4579, 0.0008, -0.018, -0.0019
O, 0.6035, 2.2994, 20.4344, -0.0007, -0.0026, -0.0039
O, 2.5934, -2.7121, -6.5946, -0.0021, 0.0093, 0.0022
O, 6.2493, 4.4192, -1.3106, -0.009, 0.0112, -0.0325
O, 1.6057, -3.1615, -9.0062, 0.0043, -0.0041, 0.0083
O, 6.1805, 4.7268, 25.063, 0.0048, -0.0049, 0.0092
O, -0.7276, -2.5418, -10.1017, 0.0013, 0.0001, 0.0023
O, -2.649, -2.8158, 24.1679, 0.0054, 0.0014, 0.0122
O, 4.8131, 5.1568, -3.4601, -0.0073, -0.0073, -0.0183
O, 2.7174, 0.8743, 20.1703, -0.0003, 0.0034, 0.0023
O, 5.4865, -0.4362, -10.1645, 0.0061, -0.0123, 0.0266

Results
free energy: -155994.241 eV
free energy less fixed offsets of O -570.45, Si -639.56 eV per atom: -7.201 eV

The program warned: the cutoff lies below the one the program advises for these potential files; the forces do not sum to zero within the program's tolerance; empty levels may hold ghost states of the PAW files; the exchange-correlation potential is rough where the density is thin.
